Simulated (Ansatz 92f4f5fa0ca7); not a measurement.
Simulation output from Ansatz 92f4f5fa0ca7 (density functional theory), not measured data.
Periodic cell of 273 atoms, Si162O105As6, from a study of silicon, its oxide and their interface. The atomic structure is a simulated model.
Doubt: the cutoff is far below the 930 eV that the study's wrapper takes by default for these files, so forces and energies are approximate.
This geometry differs little from another in the collection (a relaxation step or a small displacement).

Settings: functional PBE; potential files Ansatz PAW; basis plane waves; wave-function cutoff 580 eV; density cutoff ratio 5; exchange-correlation grid ratio 1; k mesh 1 x 1 x 1, Gamma-centred; self-consistency stop 5e-08 eV per atom in the density residual; occupations fixed; spin none; net charge 0.

Cell vectors (angstrom)
a, 11.6015, 0, 0
b, 0, 13.3963, 0
c, 0, 0, 31.1618

Atoms and the computed forces on them: element, x, y, z (angstrom), force x, y, z (eV/angstrom)
Si, -0.0499, 0.2302, 24.3479, 0.0297, -0.0536, 0.0541
Si, 3.9391, 0.0283, 24.4091, -0.0374, -0.0497, 0.0466
Si, 7.723, -0.0221, 24.4684, -0.0109, -0.036, 0.0951
Si, 1.7909, 3.2852, 24.4481, 0.0231, 0.0119, 0.0549
Si, 5.8738, 3.4021, 24.4711, -0.0543, 0.0157, 0.0713
As, 9.6565, 3.3929, 24.2093, 0.0186, 0.0024, 0.0652
As, -0.0686, 6.7079, 24.1367, 0.0085, -0.0037, 0.104
Si, 3.698, 6.7934, 24.6139, 0.0697, -0.0176, 0.0528
Si, 7.7045, 6.8179, 24.5555, 0.0014, 0.0192, 0.081
Si, 1.9059, 10.1122, 24.2892, -0.0115, 0.0399, 0.0975
Si, 5.8724, 9.8708, 24.4986, 0.0005, 0.0797, 0.0093
As, 9.6454, 10.0238, 24.2084, -0.0144, 0.0112, 0.0245
Si, -0.1226, 2.3181, 25.4174, -0.0205, -0.0036, -0.135
Si, 3.8573, 2.279, 25.1874, 0.0701, 0.006, -0.08
Si, 7.7822, 2.2515, 25.2803, -0.0107, -0.0126, -0.1203
Si, 1.7938, 5.5642, 25.2329, -0.0241, -0.0033, -0.143
Si, 5.7389, 5.6518, 25.2497, -0.0165, 0.0016, -0.0721
Si, 9.6453, 5.6017, 25.2255, -0.0131, -0.0081, -0.1256
Si, -0.0187, 8.9304, 25.1807, 0.0609, -0.0174, -0.1307
Si, 3.8114, 9.0219, 25.3154, -0.0483, 0.0105, -0.0836
Si, 7.8319, 8.9881, 25.4567, -0.0216, -0.0341, -0.1083
Si, 1.8934, 12.3775, 25.0743, -0.0035, 0.0047, -0.0611
Si, 5.8054, 12.1994, 25.2038, -0.0044, -0.0149, -0.1138
Si, 9.7117, 12.2729, 25.1471, 0.0154, 0.0518, -0.1007
Si, -0.0292, 2.2572, 27.7215, -0.0324, 0.0371, -0.0023
Si, 3.8643, 2.2477, 27.5785, -0.026, 0.0003, -0.0803
Si, 7.7293, 2.2337, 27.63, 0.0533, 0.024, 0.003
Si, 1.8948, 5.5607, 27.6004, -0.0313, 0.0193, 0.0307
Si, 5.7667, 5.5999, 27.6213, 0.0187, 0.0153, -0.0783
Si, 9.634, 5.6045, 27.5971, 0.066, -0.0361, -0.0199
Si, 0.024, 8.9469, 27.5618, -0.0788, -0.0014, -0.0092
Si, 3.8451, 8.9802, 27.6634, 0.0338, -0.0244, -0.0237
Si, 7.7583, 8.9602, 27.7578, 0.0579, 0.0272, -0.0264
Si, 1.9165, 12.3165, 27.5148, 0.0109, -0.0091, -0.0744
Si, 5.7958, 12.2518, 27.5822, -0.0065, 0.0453, -0.0013
Si, 9.6941, 12.3079, 27.5492, -0.0311, -0.0699, -0.0253
Si, 1.9302, 1.1323, 28.3827, 0.0569, -0.0479, 0.0568
Si, 5.7882, 1.1083, 28.3718, -0.0088, -0.0761, 0.0593
Si, 9.6538, 1.1108, 28.4218, -0.0127, 0.0221, 0.0223
Si, -0.0361, 4.4932, 28.4255, -0.0412, 0.0234, 0.0411
Si, 3.845, 4.4657, 28.3935, -0.0007, -0.0023, 0.0493
Si, 7.7085, 4.4806, 28.3947, -0.0258, -0.0113, 0.0508
Si, 1.9269, 7.8122, 28.3878, 0.0348, -0.0619, 0.0405
Si, 5.7909, 7.8348, 28.4068, -0.0698, -0.0347, 0.0535
Si, 9.7043, 7.8225, 28.4121, 0.0164, 0.0426, 0.0362
Si, 0.0099, 11.1781, 28.3647, -0.0103, 0.0366, 0.0822
Si, 3.8413, 11.2063, 28.3958, -0.0268, 0.0408, 0.0671
Si, 7.7503, 11.2113, 28.4081, 0.0519, 0.0189, 0.0476
Si, 1.9336, 1.1164, 30.7669, 0.0732, -0.0853, -0.1013
Si, 5.8008, 1.1164, 30.7669, -0.062, -0.0369, -0.1305
Si, 9.6679, 1.1164, 30.7669, -0.1024, -0.1219, 0.1499
Si, 0, 4.4654, 30.7669, -0.0738, 0.1216, 0.1692
Si, 3.8672, 4.4654, 30.7669, -0.0449, 0.0198, -0.0802
Si, 7.7343, 4.4654, 30.7669, -0.0238, 0.0148, -0.0192
Si, 1.9336, 7.8145, 30.7669, -0.0616, -0.0218, -0.028
Si, 5.8008, 7.8145, 30.7669, -0.0928, 0.0223, 0.1014
Si, 9.6679, 7.8145, 30.7669, 0.1392, -0.0437, 0.1527
Si, 0, 11.1635, 30.7669, 0.0627, 0.0142, -0.1852
Si, 3.8672, 11.1635, 30.7669, -0.0875, 0.1362, 0.0085
Si, 7.7343, 11.1635, 30.7669, 0.0671, 0.1733, 0.0271
Si, 0, 0, 0.3944, -0.0277, 0.056, 0.2397
Si, 3.8672, 0, 0.3944, -0.0879, 0.086, -0.2184
Si, 7.7343, 0, 0.3944, 0.2489, 0.0487, -0.0066
Si, 1.9336, 3.3491, 0.3944, -0.0092, 0.0798, 0.1038
Si, 5.8008, 3.3491, 0.3944, 0.0623, -0.003, 0.0097
Si, 9.6679, 3.3491, 0.3944, 0.0094, 0.0732, 0.151
Si, 0, 6.6981, 0.3944, -0.0054, -0.1752, 0.107
Si, 3.8672, 6.6981, 0.3944, 0.0461, -0.1901, -0.2264
Si, 7.7343, 6.6981, 0.3944, 0.1392, -0.0428, 0.2513
Si, 1.9336, 10.0472, 0.3944, -0.0429, 0.0318, -0.2229
Si, 5.8008, 10.0472, 0.3944, 0.0908, -0.0708, -0.2223
Si, 9.6679, 10.0472, 0.3944, -0.147, 0.0811, 0.0692
Si, 0.0183, 0.0094, 2.8049, 0.0151, 0.0392, -0.0563
Si, 3.8606, 0.0316, 2.7266, -0.0041, -0.0156, -0.0279
Si, 7.7957, 0.018, 2.7515, 0.0146, -0.03, -0.014
Si, 1.9374, 3.3761, 2.7847, 0.0134, 0.0148, -0.0205
Si, 5.8242, 3.3334, 2.7692, -0.0148, 0.0132, -0.0431
Si, 9.6705, 3.361, 2.7871, -0.0214, -0.0136, -0.0408
Si, 0.0243, 6.6623, 2.7642, -0.0022, 0.0356, -0.0317
Si, 3.9086, 6.643, 2.7323, 0.0012, 0.0034, -0.0068
Si, 7.7883, 6.687, 2.8084, 0.0761, -0.0181, -0.0778
Si, 1.917, 10.0373, 2.7374, 0.0232, -0.0065, -0.0887
Si, 5.8051, 10.0437, 2.7452, -0.011, -0.0168, -0.0722
Si, 9.6367, 10.0659, 2.7814, -0.0515, -0.0523, -0.0529
Si, 0.0037, 2.2736, 3.6026, -0.0423, -0.0462, -0.0197
Si, 3.873, 2.2498, 3.5423, 0.0132, 0.041, 0.0184
Si, 7.7485, 2.2205, 3.6026, 0.035, 0.0527, 0.0242
Si, 1.9751, 5.6155, 3.5978, 0.0313, -0.0402, -0.0432
Si, 5.8534, 5.562, 3.5682, -0.0121, -0.059, 0.0262
Si, 9.7356, 5.5646, 3.676, -0.0876, -0.0185, 0.0426
Si, -0.0324, 8.9047, 3.4477, 0.0271, 0.0176, 0.0521
Si, 3.8593, 8.878, 3.4008, -0.0025, 0.0559, 0.0662
Si, 7.7074, 8.9175, 3.6049, 0.0152, 0.0525, 0.068
Si, 1.9736, 12.2629, 3.529, -0.0307, -0.0037, 0.0584
Si, 5.8196, 12.3228, 3.3731, 0.0235, -0.0215, 0.0302
Si, 9.6998, 12.277, 3.6456, -0.0194, 0.0378, 0.0323
Si, -0.0045, 2.2626, 5.9873, 0.0324, 0.0644, 0.0667
Si, 3.8846, 2.2949, 5.9041, -0.0722, 0.0183, 0.064
Si, 7.793, 2.2274, 5.9905, -0.0292, -0.0076, 0.0592
Si, 2.0847, 5.646, 5.9777, -0.0073, 0.0268, 0.108
Si, 5.8831, 5.4791, 5.9369, 0.021, -0.0162, 0.0604
Si, 9.7595, 5.5152, 6.1205, 0.1392, 0.0279, 0.0449
Si, -0.0825, 8.8821, 5.7711, -0.0857, 0.0002, 0.1246
Si, 3.8509, 8.8458, 5.7186, 0.0559, -0.1005, 0.0431
Si, 7.6425, 8.9237, 6.0129, -0.0752, -0.0213, 0.0603
Si, 2.0367, 12.2158, 5.894, 0.0286, -0.0209, 0.0516
Si, 5.8529, 12.3672, 5.6705, 0.0111, 0.0042, 0.1012
Si, 9.7296, 12.319, 6.0705, 0.0162, -0.0187, 0.0544
Si, 1.9394, 1.0844, 6.5955, 0.0105, -0.0926, 0.0198
Si, 5.7894, 1.1204, 6.7068, 0.025, -0.0239, -0.0014
As, 9.7046, 1.1578, 7.075, -0.0134, -0.0208, -0.0313
Si, 0.3, 4.4779, 6.9715, -0.1167, -0.0202, 0.0351
As, 3.9571, 4.4582, 7.0077, 0.0347, -0.0175, -0.0585
As, 7.7921, 4.4046, 7.052, -0.04, -0.0053, -0.0526
Si, 1.8881, 7.9614, 6.6781, 0.0336, -0.004, -0.0549
Si, 5.6595, 7.6927, 6.76, 0.0045, 0.1072, -0.0024
Si, 9.5976, 7.8095, 6.7398, 0.0244, 0.0044, -0.0835
Si, 0.1043, 11.0645, 6.663, 0.0607, 0.0225, -0.0485
Si, 4.0761, 11.0389, 6.4445, -0.0442, 0.0579, -0.0288
Si, 7.6708, 11.2442, 6.6479, -0.0027, -0.0097, -0.0388
O, 5.6583, 0.9673, 8.371, -0.0018, 0.0124, -0.0131
O, 1.8191, 8.4078, 8.3111, -0.0453, 0.031, -0.0048
O, 4.5363, 10.6021, 7.9983, 0.0239, 0.0308, -0.0266
O, 5.2547, 7.5933, 8.4056, 0.0089, -0.0125, 0.0315
O, 1.7911, 1.0166, 8.2378, 0.0114, -0.0047, -0.0055
O, 12.5131, 4.4898, 8.5832, 0.0038, 0.0499, 0.0152
O, 7.181, 11.4395, 8.2451, -0.0104, 0.0034, -0.025
O, 12.0105, 10.7532, 8.2808, 0.0218, -0.0613, 0.0119
O, 9.5584, 7.9821, 8.3992, 0.0156, -0.0099, 0.0283
O, 2.0259, 10.1293, 22.6125, -0.0225, -0.0112, -0.1027
O, 11.5339, 14.1618, 22.733, 0.027, 0.0408, -0.0107
O, 7.5904, 7.1415, 22.914, -0.0007, 0.0085, -0.0021
O, 6.035, 9.401, 22.8861, 0.033, -0.0467, 0.0112
O, 7.5909, -0.0677, 22.818, 0.004, -0.0108, 0.0045
O, 1.5063, 2.9895, 22.8127, -0.0166, -0.001, 0.0135
O, 4.2299, 4.9061, 21.8526, -0.0097, 0.0123, -0.0089
O, 6.1505, 3.389, 22.8159, -0.0112, 0.0025, -0.0245
O, 4.1733, 0.0431, 22.7529, -0.0034, 0.0389, 0.0067
Si, 17.7648, -0.1347, 12.3747, 0.0098, -0.0102, 0.0351
Si, 6.103, 21.3884, 12.6913, 0.0082, -0.0147, 0.0132
Si, 3.2837, 12.6022, 13.5704, 0.0031, -0.0153, 0.0272
Si, 11.3089, 1.8011, 16.5378, -0.015, -0.0006, 0.0172
Si, 9.5391, 5.6722, 19.1929, -0.0082, 0.0003, -0.0333
Si, 10.2591, 11.1798, 20.2884, 0.0109, -0.0031, -0.0274
Si, 4.0474, 4.1563, 13.896, -0.0014, 0.0042, 0.0242
Si, 0.9075, 1.7816, 21.8575, -0.0233, -0.0413, 0.0654
Si, 10.0398, -0.5273, 17.6685, 0.0009, -0.0074, 0.002
Si, 16.3572, 5.4143, 16.7792, 0.0103, -0.0066, 0.003
Si, 10.3697, 7.6948, 9.7861, -0.0327, -0.012, -0.0121
Si, 4.0868, 6.5062, 21.6239, 0.009, -0.003, -0.0139
Si, 5.4796, -0.9165, 19.503, -0.0052, -0.0164, -0.0349
Si, 9.319, -2.5104, 15.3739, -0.0059, 0.0026, 0.0225
Si, 10.7728, 10.4398, 12.9106, -0.0001, 0.0077, 0.0223
Si, 11.6233, 3.4702, 19.2902, 0.0053, -0.0079, -0.0346
Si, 8.9914, 3.6113, 12.0904, 0.012, 0.0127, 0.018
Si, 13.8653, 6.1993, 12.5188, -0.0045, 0.0017, 0.0144
Si, 6.6657, 8.1555, 22.0081, -0.0102, 0.0143, 0.071
Si, 1.3564, 8.6311, 13.9751, -0.0071, 0.0028, 0.0298
Si, 13.8843, 7.8435, 19.5081, -0.0098, 0.0235, -0.0356
Si, 0.6343, 6.0776, 15.0577, 0.0079, -0.0015, 0.0273
Si, 7.7904, 12.8719, 21.2883, -0.0068, -0.011, 0.0061
Si, 8.1362, 8.457, 16.6191, -0.0067, -0.0048, 0.0209
Si, 8.1626, 6.5329, 11.251, -0.0017, -0.0035, 0.0352
Si, 3.7194, 14.2001, 21.3811, 0.0128, -0.0133, 0.014
Si, 5.3172, 8.2721, 15.6313, -0.0054, -0.0061, -0.0058
Si, 1.0389, 9.5477, 9.2067, -0.0291, 0.0248, -0.0363
Si, 1.5016, -1.9171, 11.2826, -0.002, -0.0041, 0.0245
Si, 9.5272, 5.8881, 16.2741, -0.0051, 0.0008, 0.0221
Si, 5.8007, 10.9348, 8.9847, -0.0001, -0.0424, -0.0301
Si, 6.8163, 4.0511, 18.7742, 0.0188, -0.0219, -0.0261
Si, 7.7841, 10.7091, 12.9041, -0.0088, -0.0046, 0.0251
Si, 18.2834, 15.8659, 13.4932, 0.0046, -0.0221, 0.0258
Si, 12.3286, 5.2664, 10.0497, 0.0095, -0.0346, -0.0868
Si, 11.6847, 2.6626, 11.5787, -0.0029, 0.0056, 0.0049
Si, 5.1151, 0.3932, 9.795, -0.0152, 0.0146, -0.0168
Si, 5.9433, 7.9671, 9.8464, -0.0357, -0.0118, -0.0715
Si, 14.6559, 10.5378, 15.7404, -0.001, 0.0033, 0.0417
Si, 13.4547, 5.4506, 17.8278, -0.0209, 0.0145, 0.0054
Si, 13.6244, 14.1977, 9.8136, 0.0113, 0.0291, -0.054
Si, 3.2806, -2.8748, 18.7302, 0.0131, 0.0038, -0.007
Si, 9.0065, 3.2729, 15.0615, -0.0006, -0.0023, 0.0154
Si, 8.7401, -4.9179, 19.7461, -0.0169, 0.0018, -0.0312
Si, 7.5791, 14.4075, 18.8071, -0.0092, -0.0037, -0.0404
Si, 5.185, 3.6363, 21.5178, 0.0094, -0.0219, 0.0305
Si, 13.3103, 15.3858, 14.1706, -0.0133, -0.0085, 0.0164
Si, 1.4293, 10.221, 21.0856, 0.0292, -0.0071, 0.0537
O, 12.8185, 5.2281, 16.3281, 0.0017, -0.0033, -0.0112
O, 13.9432, 7.8057, 12.9248, -0.0002, 0.0027, -0.0142
O, 3.6203, 0.9851, 10.1255, -0.0105, -0.0094, -0.0242
O, 1.9205, 6.0669, 10.8949, 0.009, 0.0142, 0.0206
O, 9.337, 9.3754, 16.0066, -0.0032, 0.0007, -0.0082
O, 9.4077, 7.5741, 11.0875, 0.0206, 0.004, -0.0373
O, 6.3449, 13.3809, 18.429, 0.0109, 0.0036, 0.0199
O, 18.8026, -1.3691, 12.1426, -0.0013, 0.0042, -0.0185
O, 5.2565, 3.2264, 13.3402, -0.0045, 0.0016, -0.024
O, 11.611, 11.0152, 21.1839, -0.0269, -0.0071, 0.0102
O, 8.0467, 5.0745, 19.0109, 0.0011, 0.0014, 0.0197
O, 7.1941, 6.8959, 9.9632, 0.0316, -0.0093, 0.0072
O, 10.6194, 6.035, 15.0915, -0.0006, -0.0041, -0.02
O, 10.0208, 2.1075, 15.5717, -0.0031, -0.0003, -0.0123
O, 11.6094, 9.0474, 13.1412, 0.0042, -0.0055, -0.0099
O, 5.1866, 7.8152, 11.318, 0.0051, 0.0056, 0.0082
O, 7.2717, 2.5392, 18.3857, -0.0017, -0.0054, 0.0155
O, 8.3191, 6.9417, 16.0542, 0.0009, 0.0008, -0.0121
O, 3.4559, 7.1057, 22.9903, -0.0089, -0.0163, 0.0394
O, 8.9393, 0.5977, 18.0471, 0.0013, 0.0014, 0.0105
O, 12.953, 4.3369, 18.9104, -0.0001, 0.0001, 0.0042
O, 6.0873, 0.8079, 11.0311, -0.0052, 0.0046, -0.0017
O, 10.5878, 12.0488, 18.9541, -0.0025, -0.0046, 0.0235
O, 19.0572, 2.8242, 14.8819, -0.0001, 0.0026, -0.0154
O, 4.2856, 0.0087, 20.0957, 0.0032, 0.0066, 0.0314
O, 9.5149, 3.889, 13.6244, 0.0002, -0.0016, -0.0069
O, 8.7641, 5.0141, 11.2678, -0.0104, -0.0096, -0.0166
O, 2.5869, 10.8878, 17.2802, -0.0056, -0.007, -0.0181
O, 5.0664, 7.0015, 16.6079, -0.0072, -0.0038, 0.0029
O, 11.2974, 0.23, 16.9768, 0.0015, 0.005, -0.0089
O, 4.208, -3.9819, 15.8587, -0.0004, -0.0024, -0.0132
O, 10.1895, 6.1081, 17.748, -0.0003, 0.0052, -0.0062
O, 6.5118, -1.3805, 20.6985, 0.0028, 0.0025, 0.0176
O, 12.8492, 8.7123, 20.4448, 0.007, -0.0293, 0.0053
O, 3.3604, 8.8867, 18.8424, -0.0024, -0.0067, 0.0124
O, 7.5541, 8.78, 20.8106, 0.0365, 0.0049, -0.0208
O, 12.6771, 15.3924, 15.6747, 0.0059, 0.0039, -0.0111
O, 5.2818, 7.7651, 14.0705, -0.004, 0.0033, -0.0075
O, 13.5756, 10.1914, 10.3806, -0.0112, -0.0056, -0.0083
O, 18.2281, 0.8495, 13.5751, -0.0063, 0.0129, -0.018
O, 16.1162, 4.7915, 15.3073, -0.0045, -0.0012, -0.0162
O, 7.8682, 0.8667, 20.4186, 0.0075, 0.0073, 0.0118
O, 7.3176, 6.8729, 12.6124, -0.0036, 0.0077, -0.0129
O, 6.7179, 8.9819, 16.0434, 0.007, -0.0005, -0.0046
O, 9.1332, -1.4413, 21.1728, 0.0024, -0.0121, 0.0063
O, 11.2228, 2.705, 17.9, -0.0028, -0.005, -0.0058
O, 1.0348, 1.8341, 10.5707, -0.0068, 0.0066, -0.0128
O, 1.5625, 12.7283, 10.2706, -0.0022, 0.0244, -0.0075
O, 16.3806, 11.187, 18.7962, -0.0053, -0.0073, 0.0138
O, 14.3729, 3.1975, 14.1219, 0, 0.0016, -0.0098
O, 12.1094, 2.2589, 13.0958, 0.0131, -0.0011, -0.007
O, 11.9108, 4.2213, 11.2082, -0.0123, -0.0115, 0.0168
O, 11.4132, 8.8899, 10.051, 0.0217, 0.0252, -0.0278
O, 12.7384, 5.5789, 13.5773, -0.0017, 0.0035, -0.0049
O, 10.4757, 4.5084, 19.8276, -0.0024, -0.0006, 0.0263
O, 13.5186, 9.9524, 14.7322, -0.0017, -0.0082, -0.0159
O, 11.1494, 6.2866, 9.6294, 0.0027, 0.0157, 0.004
O, -0.0303, 11.3756, 11.8484, -0.0028, -0.0034, -0.0152
O, 14.0765, 13.9956, 13.8015, -0.0016, 0.0085, -0.012
O, 3.0685, 6.7468, 20.4015, 0.0119, -0.0082, 0.0344
O, 8.935, 4.3905, 16.2281, 0.0031, -0.0017, -0.0113
O, 2.4513, 11.6205, 12.5778, 0.01, 0.0067, -0.0116
O, 5.1764, 12.148, 9.8761, 0.0065, -0.0035, 0.0016
O, 6.254, 9.5827, 9.7772, 0.0027, 0.0155, -0.0057
O, 15.1495, 11.9172, 15.0275, -0.0042, -0.0072, -0.0081
O, 8.1181, -4.9306, 18.2417, -0.0015, 0.0035, -0.0003
O, 13.1104, 6.9685, 18.366, 0.0071, -0.0095, 0.007
O, 7.5396, 2.908, 12.1791, -0.0092, 0.0005, -0.0163
O, 7.9658, 11.1012, 14.4827, -0.0007, 0.0014, -0.0036
O, 10.6132, 11.1329, 14.4004, -0.0064, -0.0033, -0.0074
O, 6.7295, 9.4939, 12.7242, 0.0037, 0.0077, -0.0163
O, 2.1041, 14.2277, 21.2967, 0.0059, -0.004, -0.0014
O, 0.2094, 2.427, 20.5321, -0.0151, 0.0144, -0.0096
O, 3.4539, 5.2369, 17.7247, 0.0048, -0.0049, 0.0012
O, 9.2512, 10.2506, 12.3263, -0.0025, -0.0024, -0.0131
O, 12.6724, 7.6321, 15.2329, 0.0019, 0.0036, -0.0065
O, 16.295, 12.7518, 12.805, -0.0085, 0.0065, -0.0205
O, 4.2598, 2.3304, 21.3138, 0.0066, -0.007, 0.0069
O, 5.4967, 7.2556, 21.3103, -0.0143, -0.0134, 0.0037
O, 10.0502, 2.545, 11.4062, -0.006, 0.0055, -0.0151
O, 9.808, 9.6886, 19.8428, -0.0079, -0.0069, 0.0241
O, 15.2423, 5.347, 12.8302, 0.0046, -0.0108, -0.0122
O, 2.4101, 11.0302, 20.0351, 0.0083, 0.0022, 0.0005
O, 9.3042, 11.898, 16.6155, -0.0016, -0.0077, -0.0054
O, 6.008, 3.9727, 20.1763, -0.004, 0.0048, 0.0168
O, 5.9524, 4.6392, 17.5406, -0.0179, 0.0085, -0.0024
O, 9.4538, 7.0377, 20.0853, 0.0098, 0.0035, 0.0286

Results
free energy: -191840.777 eV
free energy less fixed offsets of As -4856.12, O -568.88, Si -635.61 eV per atom: -2.837 eV

The program warned: the cutoff lies below the one the program advises for these potential files; the forces do not sum to zero within the program's tolerance; the exchange-correlation potential is rough where the density is thin.
